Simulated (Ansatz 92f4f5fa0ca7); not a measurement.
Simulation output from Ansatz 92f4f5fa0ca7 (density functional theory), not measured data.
Periodic cell of 224 atoms, Si128O64H32, with a vacuum gap, from a study of silicon, its oxide and their interface. The atomic structure is a simulated model.

Settings: functional r2SCAN; potential files Ansatz PAW; basis plane waves; wave-function cutoff 800 eV; density cutoff ratio 5; exchange-correlation grid ratio 1; k mesh 1 x 1 x 1, shifted by 0.5 0.5 0 of a step; self-consistency stop 1e-11 eV per atom in the density residual; occupations fixed; spin none; net charge 0; applied field sawtooth along c, amplitude -0.015 V/angstrom in the program's sign convention, ramp centred at 0.9877 of c and 0.0247 of c wide, no dipole correction.

Cell vectors (angstrom)
a	10.887	0	0
b	0	10.887	0
c	0	0	40.5174

Atoms and the computed forces on them: element, x, y, z (angstrom), force x, y, z (eV/angstrom)
Si	-0.273	0.5578	25.3699	0.0036	0.0017	-0.0054
Si	2.9773	2.5534	25.3815	-0.0021	0.0035	-0.0044
Si	-0.1212	5.8376	25.7851	-0.0015	-0.0052	-0.004
Si	2.792	7.8928	25.5209	-0.0042	0.003	-0.0009
Si	5.1143	0.2585	25.5377	0.0023	-0.0047	-0.0029
Si	8.2268	2.623	25.5377	-0.0019	0.0033	-0.0022
Si	5.2654	5.8924	25.3735	0.0047	-0.0002	-0.0031
Si	8.497	8.0677	25.5033	-0.0016	0.0026	-0.0021
Si	1.3522	1.5196	26.7609	-0.0013	0.0007	0.0001
Si	4.1325	4.1939	26.6501	-0.0004	-0.0015	0.0015
Si	1.4031	6.9008	27.1156	0.0005	-0.0003	-0.0037
Si	3.925	9.5764	26.7761	0.0012	0.0019	-0.0042
Si	6.7229	1.4056	26.8364	0.0019	-0.0015	-0.0015
Si	9.4553	4.1896	26.8148	0.0045	0.0039	-0.0055
Si	6.8118	6.9711	26.7771	0.0014	0.0012	-0.0008
Si	9.6046	9.714	26.7172	-0.0025	-0.0025	-0.0003
Si	-0.0136	2.8418	28.1573	-0.0017	0.0039	-0.0125
Si	2.6099	0.0624	28.1523	-0.0021	-0.0025	-0.0132
Si	-0.0039	8.3678	28.2287	0.0026	0.0004	-0.0134
Si	2.7817	5.4138	28.2132	-0.005	0.0015	-0.0125
Si	5.4151	2.8398	28.1354	0.0031	0.0041	-0.0112
Si	8.1515	0.0512	28.1354	-0.0018	-0.0001	-0.0133
Si	5.4085	8.2871	28.1318	0.0002	0.0018	-0.0134
Si	8.0901	5.5342	28.166	-0.0032	-0.0022	-0.0106
Si	1.3707	4.1131	29.5579	0.0011	-0.0012	0.0017
Si	4.0456	1.4238	29.459	-0.001	0.0031	0.0077
Si	1.3409	9.6348	29.6117	0.0009	0.0023	0.0038
Si	4.1205	6.8433	29.5082	0.0033	-0.0002	0.0093
Si	6.7818	4.1433	29.5354	-0.0018	0.0065	-0.0019
Si	9.5231	1.4178	29.4887	0.0086	-0.0027	0.0087
Si	6.7947	9.5845	29.5112	0.0058	-0.0019	0.003
Si	9.5044	6.8969	29.4849	0.0023	0.0011	0.0122
Si	-0.0407	0.0691	30.9225	-0.0189	0.01	0.0166
Si	2.7065	2.7234	30.8914	-0.0083	0.0109	0.0234
Si	-0.011	5.508	30.8499	-0.0064	-0.0027	0.0176
Si	2.7264	8.1957	30.8643	-0.0037	-0.0011	0.0213
Si	5.4227	0.0604	30.84	-0.0042	-0.0026	0.0226
Si	8.1598	2.7597	30.8605	-0.0119	0.0082	0.0206
Si	5.4388	5.4819	30.9035	-0.0003	-0.0134	0.0183
Si	8.1351	8.1967	30.8746	-0.0105	0.005	0.0208
Si	1.3657	1.3705	32.2628	0.0105	-0.0042	0.1793
Si	4.0799	4.0863	32.2353	0.015	0.0143	0.1683
Si	1.3649	6.828	32.2236	0.003	0.0008	0.1832
Si	4.0959	9.5441	32.2153	0.0183	0.0113	0.184
Si	6.804	1.3779	32.2178	0.0214	0.0134	0.1824
Si	9.5388	4.1053	32.215	0.0093	0.0002	0.1771
Si	6.818	6.8112	32.2482	0.0006	-0.0002	0.1694
Si	9.5067	9.5348	32.2395	0.0242	0.0096	0.1743
Si	0.0024	2.7213	33.5848	0.0358	0.1467	0.3493
Si	2.725	-0.0162	33.5966	0.0082	0.0222	0.2704
Si	-0.0125	8.154	33.5881	0.0605	0.1294	0.2371
Si	2.7102	5.4389	33.5789	0.0549	0.0078	0.281
Si	5.4455	2.7131	33.5896	0.0131	0.09	0.2557
Si	8.1453	-0.0101	33.5891	0.0257	0.0642	0.2772
Si	5.4439	8.1614	33.5775	0.062	0.0742	0.3133
Si	8.1687	5.4292	33.5945	0.0869	0.0773	0.2756
Si	1.3756	4.0513	6.9224	-0.0373	-0.1187	-0.3774
Si	4.1074	1.3267	6.9408	-0.0226	-0.0213	-0.2412
Si	1.3629	9.4931	6.9267	-0.0394	-0.06	-0.3372
Si	4.1047	6.7695	6.9149	-0.0071	-0.0593	-0.3012
Si	6.825	4.0409	6.9404	-0.054	-0.0659	-0.2438
Si	9.5448	1.3239	6.9172	-0.0202	-0.073	-0.3039
Si	6.8074	9.4867	6.9332	-0.0424	-0.1079	-0.3195
Si	9.5383	6.7611	6.9444	-0.1109	-0.1003	-0.2505
Si	-0.0052	-0.0569	8.2966	-0.0149	-0.0081	-0.1734
Si	2.7428	2.6928	8.2835	-0.0087	-0.0095	-0.1722
Si	-0.0091	5.3478	8.2876	-0.0305	-0.0128	-0.1832
Si	2.7343	8.1172	8.254	-0.002	0.0038	-0.1819
Si	5.4659	-0.0535	8.302	-0.003	0.0087	-0.1739
Si	8.1977	2.6606	8.2857	-0.0171	-0.0024	-0.1844
Si	5.4465	5.3833	8.2924	-0.0126	-0.0084	-0.1773
Si	8.1531	8.1032	8.2931	-0.0185	-0.0187	-0.1685
Si	1.3806	1.3195	9.6138	0.0107	-0.0054	-0.0138
Si	4.1167	4.0062	9.6836	0.0048	-0.0033	-0.0224
Si	1.3986	6.6971	9.5587	0.012	0.0061	-0.0185
Si	4.0894	9.4566	9.6328	0.005	-0.0114	-0.021
Si	6.8811	1.2728	9.6429	0.0034	-0.0031	-0.0186
Si	9.55	3.9661	9.6962	0.0144	-0.0059	-0.0222
Si	6.8272	6.6983	9.6585	0.0076	0.0082	-0.019
Si	9.5123	9.4435	9.658	0.0121	-0.0021	-0.0283
Si	0.0372	2.5832	11.0636	-0.0001	-0.0027	-0.0105
Si	2.7386	-0.0298	10.9531	-0.0059	-0.0022	-0.0134
Si	0.0098	7.9887	10.8818	0.0036	-0.0017	-0.0092
Si	2.7012	5.3745	10.9941	-0.001	0.0021	-0.0038
Si	5.5408	2.616	10.9934	-0.0031	-0.003	-0.0025
Si	8.1863	-0.0885	11.0783	-0.0061	-0.0018	-0.0061
Si	5.4302	8.0498	10.9687	0.0022	-0.0027	-0.012
Si	8.167	5.3014	11.0482	-0.0061	0.0056	-0.0122
Si	1.3907	3.9883	12.3902	0.0022	0.0003	0.0135
Si	4.1918	1.2558	12.3305	0.0019	0.0002	0.0181
Si	1.3433	9.3966	12.1371	0.0072	-0.0049	0.0186
Si	4.0873	6.6933	12.3573	-0.0007	0.0005	0.0086
Si	6.8667	3.8949	12.4719	0.0017	-0.0006	0.0131
Si	9.6344	1.1797	12.505	0.0008	0.0019	0.0189
Si	6.764	9.384	12.3506	0.0011	-0.0016	0.0101
Si	9.6192	6.6268	12.3293	0.002	-0.0016	0.0172
Si	-0.1864	-0.6178	13.6777	-0.0042	-0.0013	-0.0258
Si	3.0775	2.8722	13.5604	-0.0008	0.0008	-0.0174
Si	-0.2121	5.0353	13.7668	-0.0035	-0.0004	-0.0292
Si	2.859	8.3215	13.51	-0.0016	0.0007	-0.0152
Si	5.183	-0.4054	13.7182	-0.0045	-0.0006	-0.0193
Si	8.481	2.7132	13.8337	0.0016	0.0059	-0.0228
Si	5.2432	5.1081	13.6563	-0.0005	0.0002	-0.019
Si	8.365	8.156	13.5236	-0.0011	0.0025	-0.009
Si	-0.7834	27.2756	22.4114	-0.0041	-0.0001	-0.0154
Si	32.8892	-19.0378	18.2265	-0.0031	0.0006	-0.0132
Si	-3.5107	4.593	23.3828	0.0036	0.0002	-0.0145
Si	8.031	-5.5167	17.6521	0.0001	0.0046	-0.0209
Si	3.8901	24.7893	18.8131	-0.0038	-0.0046	-0.0179
Si	-4.3807	23.5666	19.2884	0.0001	0.001	-0.0241
Si	0.2087	10.936	22.2989	0.0041	0.0017	-0.0311
Si	-20.727	-2.1474	15.8582	0.0013	-0.0009	-0.0197
Si	-24.8469	-16.366	20.6795	-0.0013	0.0006	-0.0257
Si	-7.9673	-15.3476	21.4315	-0.0022	-0.002	-0.0253
Si	10.8996	6.2224	16.6501	-0.0002	0.0024	-0.0258
Si	-13.5661	0.3137	21.1016	-0.0036	0.0037	-0.0196
Si	8.2063	24.3825	16.8415	0.0017	0.0014	-0.0288
Si	-5.1518	7.6606	21.0339	0.0011	0.0012	-0.0191
Si	12.6255	16.023	18.9101	-0.0034	-0.0028	-0.0302
Si	35.1802	2.0337	16.4834	-0.0012	-0.002	-0.078
Si	23.3698	26.2338	23.4241	0.0002	0.0061	-0.019
Si	24.495	-11.6074	17.7533	-0.0005	-0.0067	-0.0187
Si	1.0894	-13.6844	22.8562	-0.0008	0.0001	-0.024
Si	5.5638	-1.2132	16.4952	-0.0065	0.0001	-0.0391
Si	6.5459	-25.6857	15.7437	0.0003	-0.0022	-0.0302
Si	1.8558	-31.7086	19.9504	0.0038	0.0011	-0.0263
Si	39.2013	-22.7822	19.1565	0.0002	0.0003	-0.0042
Si	17.6252	31.2898	23.302	0.0007	0.0042	-0.0233
O	-1.5022	20.2319	13.9606	0.0054	-0.0028	0.0038
O	-10.8301	39.5077	22.7164	0.0007	0.0023	0.0045
O	-8.5895	14.0048	23.9881	0.0039	-0.0044	0.0138
O	0.2675	-12.4454	22.2621	0.0025	0.0009	0.0139
O	-16.0052	-0.5986	24.3235	-0.0048	0.0063	0.0145
O	22.1235	0.3928	23.8694	-0.0024	0.0007	0.0217
O	0.5359	23.1853	19.1063	0.0035	-0.0034	0.0175
O	-5.0495	8.5113	22.4072	0.0039	0.0066	0.0152
O	13.2916	7.8549	21.9578	-0.0064	0.0034	0.0079
O	23.8112	7.9044	14.8619	-0.0075	0.0027	0.0133
O	10.6985	-3.1119	16.2425	0.0018	-0.0019	0.0043
O	36.5348	-19.3088	17.2758	0.003	0.0033	0.0164
O	13.6102	-5.5913	22.5976	-0.0018	-0.0047	0.0122
O	22.3314	4.0318	19.1559	-0.0006	0.0008	0.0047
O	0.9789	5.253	24.7033	-0.0033	0.003	0.0137
O	8.1884	-30.6254	15.3181	-0.0008	-0.0007	0.0166
O	17.9418	-4.3088	17.2244	0.0032	-0.0044	0.0133
O	9.4016	-5.3175	20.9663	0.0033	-0.0012	0.0166
O	-6.6345	-22.7833	17.3965	-0.0044	0.0024	0.0074
O	20.2432	12.4417	25.0491	-0.0002	-0.0002	0.0047
O	-12.0372	11.4106	21.5581	0.0033	-0.001	0.0093
O	-3.2753	1.722	20.4975	0.0066	-0.0045	0.0152
O	5.7933	-16.0347	15.048	0.0029	0.0057	0.0069
O	0.5681	10.1278	15.1438	0.0027	-0.0008	0.0057
O	28.9079	-6.4751	21.7821	0.0004	-0.001	0.0199
O	-9.4389	-10.1786	21.4903	-0.0085	-0.0059	0.0171
O	5.6969	-0.1365	15.2734	0.0025	0.0002	0.0153
O	22.0668	16.3344	15.2563	0.0013	0.0043	0.019
O	-8.4206	-11.3027	19.3196	-0.0035	0.0022	0.0161
O	-3.0549	-3.4869	14.8662	-0.0031	-0.0053	0.0094
O	23.5739	-1.9309	17.2636	0.0047	0.0056	0.0123
O	4.1195	4.0101	14.1031	0.0008	-0.0035	-0.0003
O	9.5812	5.7566	17.4539	-0.0012	-0.0028	0.0098
O	-5.2229	-13.1037	19.7707	0.0004	-0.0065	0.015
O	23.0393	13.7978	16.9898	-0.0036	0.0017	0.0081
O	20.4096	-6.953	14.1148	0.0023	-0.0031	0.001
O	2.977	12.999	19.8102	-0.0027	-0.005	0.0068
O	-9.1794	30.103	24.3488	0.0083	-0.0004	0.0178
O	7.1078	-4.0484	20.8537	-0.0004	0.0014	0.0064
O	18.7603	19.5379	24.0918	0.0052	-0.0032	0.013
O	-6.8174	23.1689	24.9464	-0.0009	0.0023	0.0118
O	12.8143	6.0692	20.2064	0.0055	0.0034	0.0199
O	18.5765	15.0158	16.6896	0.0011	0.0007	0.0036
O	5.5123	8.1983	15.8377	0.0005	0.0039	0.0137
O	15.3645	6.6347	21.0417	-0.0003	0.0012	0.0091
O	2.5634	2.1152	14.8964	-0.0036	-0.0021	-0.0047
O	7.4747	-7.6881	24.1946	0.0023	-0.0053	0.0126
O	-4.096	-1.1793	17.5603	-0.0002	0.0032	0.0179
O	11.1637	-6.633	22.4817	0.0038	-0.0006	0.0096
O	4.0165	-3.9763	24.9452	-0.0003	-0.0001	0.0031
O	7.9714	-0.8118	19.929	0.0046	0.004	0.015
O	7.4105	10.6728	22.4029	-0.003	-0.0059	0.0144
O	-19.5476	0.5234	16.8796	0.0009	-0.001	0.0044
O	18.1089	12.697	17.8333	-0.0051	-0.0015	0.0092
O	-9.5891	-4.8883	17.6146	0.0069	-0.0044	0.0183
O	3.2228	4.4811	18.7456	-0.0019	-0.0012	0.009
O	7.7009	15.7823	19.1619	-0.0001	0	0.0193
O	3.8894	-12.2635	13.9535	0.004	-0.0029	0.0141
O	-1.1514	-14.761	25.2312	-0.0002	0.0009	0.003
O	-5.1756	11.265	19.39	0.0017	0.0002	0.0138
O	-5.475	-7.8984	19.3737	0.0012	-0.003	0.003
O	19.7496	5.2879	23.4691	-0.0035	-0.0016	0.0063
O	20.537	-8.2579	17.5813	0.0041	-0.0013	0.0091
O	27.9171	5.4442	24.0353	-0.0079	0.0028	0.0161
H	0.8372	3.5299	34.5172	-0.3877	-0.2646	-0.217
H	-0.8034	1.8839	34.5172	0.2079	0.3199	-0.2855
H	1.9079	-0.8427	34.529	0.2999	0.2761	-0.2753
H	3.5586	0.7936	34.529	-0.3161	-0.2826	-0.2499
H	-0.8171	7.3153	34.5205	0.2812	0.3167	-0.2887
H	0.8202	8.9647	34.5205	-0.3369	-0.258	-0.2465
H	3.5511	6.2412	34.5114	-0.3297	-0.2547	-0.2501
H	1.9046	4.6013	34.5114	0.2584	0.3553	-0.2711
H	4.6384	1.8769	34.5221	0.2675	0.308	-0.2813
H	6.2829	3.5191	34.5221	-0.3408	-0.2819	-0.2486
H	8.9866	0.7918	34.5215	-0.3225	-0.2283	-0.2532
H	7.3394	-0.8475	34.5215	0.2561	0.3772	-0.2645
H	4.6381	7.3238	34.5099	0.2252	0.3351	-0.2809
H	6.2773	8.9714	34.5099	-0.3617	-0.2977	-0.2333
H	7.3604	4.5941	34.5269	0.2759	0.311	-0.2902
H	9.0019	6.2395	34.5269	-0.328	-0.3075	-0.2321
H	0.5408	3.2428	5.9899	0.3959	0.212	0.24
H	2.1813	4.889	5.9899	-0.3088	-0.267	0.2945
H	3.2737	0.5169	6.0084	0.3197	0.2427	0.2778
H	4.9145	2.1629	6.0084	-0.2697	-0.3381	0.2773
H	0.5302	8.6824	5.9943	0.3213	0.2966	0.2444
H	2.18	10.3196	5.9943	-0.292	-0.2626	0.2819
H	3.2639	5.9672	5.9824	0.338	0.2521	0.2633
H	4.9105	7.607	5.9824	-0.2413	-0.3782	0.2768
H	5.9877	3.235	6.008	0.3609	0.2582	0.2534
H	7.6333	4.876	6.008	-0.2753	-0.3139	0.2886
H	10.3506	2.1614	5.9847	-0.2293	-0.3497	0.2873
H	8.7035	0.522	5.9847	0.3192	0.2563	0.2578
H	7.6133	10.3241	6.0008	-0.2168	-0.3262	0.3027
H	5.974	8.6766	6.0008	0.3263	0.3235	0.2538
H	10.3429	7.5998	6.012	-0.2246	-0.3447	0.3104
H	8.7051	5.9508	6.012	0.3156	0.3135	0.2384

Results
free energy: -118876.810 eV
free energy less fixed offsets of H -15.71, O -570.45, Si -639.56 eV per atom: -1.610 eV

The program warned: the cutoff lies below the one the program advises for these potential files; the forces do not sum to zero within the program's tolerance; empty levels may hold ghost states of the PAW files; the exchange-correlation potential is rough where the density is thin.
